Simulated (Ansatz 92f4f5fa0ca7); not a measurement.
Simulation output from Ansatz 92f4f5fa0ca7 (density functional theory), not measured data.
Periodic cell of 223 atoms, Si131O90As2, from a study of silicon, its oxide and their interface. The atomic structure is a simulated model.
Doubt: the cutoff is far below the 930 eV that the study's wrapper takes by default for these files, so forces and energies are approximate.
This geometry differs little from another in the collection (a relaxation step or a small displacement).

Settings
functional: PBE
potential files: Ansatz PAW
basis: plane waves
wave-function cutoff: 580 eV
density cutoff ratio: 5
exchange-correlation grid ratio: 1
k mesh: 1 x 1 x 1, Gamma-centred
self-consistency stop: 5e-08 eV per atom in the density residual
occupations: fixed
spin: none
net charge: 0

Cell vectors (angstrom)
a, 10.938, 0, 0
b, 0, 10.938, 0
c, 0, 0, 32.1988

Atoms and the computed forces on them: element, x, y, z (angstrom), force x, y, z (eV/angstrom)
Si, 10.5994, 0.2267, 24.8765, -0.0007, 0.0007, 0.002
Si, 5.75, 10.682, 24.7553, 0.0017, 0.0005, 0.0014
Si, 2.4883, 2.9179, 24.6495, -0.0001, 0.0003, 0.0011
Si, 8.4368, 2.4637, 24.8388, 0.0009, -0.0008, 0.0022
Si, 0.2867, 5.1716, 24.7634, 0.0012, -0.0001, 0.0018
Si, 5.1691, 5.75, 24.7013, 0.0005, -0.0001, -0.0005
Si, 2.9485, 8.0041, 24.6135, 0, 0.0001, 0.0011
Si, 7.9516, 8.4405, 24.7434, 0.0009, 0.0014, 0.0012
Si, 1.3392, 1.3859, 26.0468, -0.0001, 0.0009, 0.0001
Si, 6.856, 1.3112, 26.1304, 0.001, -0.0005, 0.0004
Si, 4.0553, 4.1059, 25.993, -0.0002, 0.0002, 0.0003
Si, 9.6143, 4.0667, 26.0894, 0.0009, -0.0009, 0.0003
Si, 1.4082, 6.828, 26.0092, 0.0001, -0.0001, 0.0001
Si, 6.7796, 6.8554, 26.035, 0.0002, 0.0002, -0.0001
Si, 4.1093, 9.5389, 26.0038, 0.0001, -0.0002, 0
Si, 9.4764, 9.5718, 26.1565, -0.0005, 0.0006, 0
Si, 2.7346, -0.0086, 27.3543, -0.0002, -0.0003, -0.0017
Si, 8.1674, -0.0196, 27.5616, -0.0006, 0.0004, 0.0027
Si, 0.0135, 2.7221, 27.4909, 0.0001, 0.0002, 0.0021
Si, 5.4475, 2.7445, 27.3705, 0.0004, -0.0009, -0.0015
Si, 2.7355, 5.4652, 27.4308, -0.0001, 0.0003, 0.0018
Si, 8.1925, 5.4731, 27.3656, 0.0001, -0.0007, -0.0016
Si, 0.0028, 8.1819, 27.3798, 0.0003, -0.0008, -0.0015
Si, 5.4416, 8.2009, 27.4485, 0, 0.0002, 0.0022
Si, 4.0863, 1.3678, 28.7474, 0.0007, -0.0002, 0.0016
Si, 9.5786, 1.3597, 28.8456, -0.0001, 0.0002, -0.0035
Si, 1.3704, 4.1141, 28.8134, -0.0002, -0.001, -0.0025
Si, 6.8314, 4.1023, 28.7491, 0.0003, 0.0002, 0.0017
Si, 4.0965, 6.8216, 28.803, 0.0006, 0.0001, -0.0015
Si, 9.5634, 6.829, 28.7576, 0.0008, 0.0005, 0.0015
Si, 1.3732, 9.5622, 28.7456, 0.0001, 0, 0.0018
Si, 6.7862, 9.5473, 28.8518, 0.0019, 0.0003, -0.0036
Si, 0.0194, -0.0204, 30.156, -0.0003, 0, 0
Si, 5.4429, 0.0182, 30.1603, 0.001, -0.0001, 0.0003
Si, 2.7387, 2.7321, 30.147, -0.0011, 0.001, 0.0001
Si, 8.193, 2.7452, 30.1517, 0.0001, -0.0016, 0.0004
Si, -0.0098, 5.4759, 30.1518, 0.0011, -0.0006, 0.0002
Si, 5.476, 5.4615, 30.1476, -0.0008, 0.0003, 0.0004
Si, 2.7286, 8.2045, 30.1434, -0.0004, -0.001, 0.0004
Si, 8.2062, 8.1939, 30.1542, -0.0019, 0.0007, 0.0001
Si, 1.3673, 1.3673, 31.515, 0.0943, -0.0301, 0.0157
Si, 6.8362, 1.3673, 31.515, -0.0364, 0.0869, -0.0035
Si, 4.1018, 4.1018, 31.515, 0.0437, -0.0808, -0.0045
Si, 9.5708, 4.1018, 31.515, -0.0741, 0.0768, 0.0179
Si, 1.3673, 6.8362, 31.515, -0.0358, 0.0856, -0.0194
Si, 6.8362, 6.8362, 31.515, 0.0577, -0.0775, 0.0501
Si, 4.1018, 9.5708, 31.515, -0.18, 0.0062, 0.0304
Si, 9.5708, 9.5708, 31.515, 0.0329, -0.1282, 0.0143
Si, 2.7345, 0, 0.6835, 0.0365, 0.0094, 0.0584
Si, 8.2035, 0, 0.6835, 0.0167, 0.1787, -0.0092
Si, 0, 2.7345, 0.6835, -0.0433, -0.0602, 0.1133
Si, 5.469, 2.7345, 0.6835, 0.0825, -0.0136, 0.0141
Si, 2.7345, 5.469, 0.6835, -0.0594, 0.0373, -0.2091
Si, 8.2035, 5.469, 0.6835, 0.0849, -0.1323, 0.1161
Si, 0, 8.2035, 0.6835, -0.1826, -0.0551, -0.1526
Si, 5.469, 8.2035, 0.6835, 0.0847, 0.0492, -0.0383
Si, 4.1167, 1.365, 2.0511, 0.0038, -0.0012, -0.0019
Si, 9.5636, 1.371, 2.0786, 0.0011, -0.0026, 0.0011
Si, 1.3646, 4.1193, 2.0414, -0.0019, 0.002, -0.0034
Si, 6.8631, 4.0692, 2.0639, 0.0001, -0.0014, 0.0028
Si, 4.1183, 6.8131, 2.0262, -0.0011, 0.0003, 0.0011
Si, 9.5703, 6.8372, 2.052, 0.0014, 0.0015, -0.0022
Si, 1.3353, 9.5811, 2.0238, -0.002, -0.007, 0.0012
Si, 6.8273, 9.5973, 2.0443, -0.0002, 0.0007, -0.0025
Si, -0.0073, -0.0115, 3.4295, 0.0064, 0.0068, 0.0026
Si, 5.4811, 0.0145, 3.4546, -0.0058, 0.0016, 0.0009
Si, 2.7675, 2.7745, 3.3731, -0.0029, -0.0049, -0.0004
Si, 8.1948, 2.7027, 3.5066, -0.0073, 0.005, -0.0027
Si, -0.0079, 5.4644, 3.4313, 0.0002, -0.0008, -0.0026
Si, 5.4897, 5.4466, 3.3931, 0.0053, -0.0023, -0.0048
Si, 2.6982, 8.1727, 3.3167, -0.0004, 0.0046, -0.0039
Si, 8.2025, 8.2384, 3.3819, 0.0075, 0.0006, 0.001
Si, 1.3701, 1.4438, 4.6938, -0.0138, -0.0077, -0.0042
Si, 6.8776, 1.2839, 4.9435, 0.0056, 0.0083, -0.0042
Si, 4.2053, 4.0379, 4.788, 0.0088, 0.0068, -0.0009
Si, 9.5282, 4.1678, 4.8383, -0.0059, 0.0023, 0.0098
Si, 1.4465, 6.7972, 4.7503, -0.0023, 0.0089, -0.0008
Si, 6.774, 6.9163, 4.7005, -0.012, -0.0062, 0.0054
Si, 3.9823, 9.5724, 4.656, -0.002, -0.0082, 0.0017
Si, 9.5842, 9.5127, 4.8106, 0.0015, -0.0048, -0.0073
Si, 2.7669, 0.1012, 6.0354, 0.0047, -0.0057, 0.0025
Si, 8.2183, -0.1656, 6.3109, -0.0103, 0.0031, 0.0194
Si, -0.0117, 2.7435, 6.1244, 0.0072, 0.0016, 0.0049
Si, 5.5541, 2.7217, 6.3057, -0.0023, -0.006, -0.0049
Si, 2.8282, 5.4227, 6.1077, 0.0032, 0.0014, 0.0088
Si, 8.1615, 5.6663, 6.136, 0.0104, -0.0053, -0.0053
Si, 0.1216, 8.161, 6.1152, -0.0003, -0.0041, 0.0005
As, 5.3809, 8.3232, 6.0936, 0.001, 0.0086, -0.0059
Si, 3.9527, 1.4841, 7.5889, -0.0072, 0.0008, 0.0089
Si, 9.805, 1.1375, 7.4549, 0.0065, 0.0109, -0.0239
Si, 1.7312, 3.7613, 7.3569, -0.02, 0.0064, 0.0178
Si, 6.6689, 4.4818, 7.4994, -0.002, 0.0067, 0.0029
Si, 4.3347, 6.6419, 7.4677, -0.0024, 0.0001, -0.0081
Si, 9.6348, 6.93, 7.5106, -0.0029, 0.0153, 0.0055
Si, 1.1578, 9.9411, 7.2912, -0.0059, 0.0085, -0.0047
As, 7.5011, 8.868, 7.9179, -0.0291, -0.0279, -0.041
O, 9.1452, 8.2127, 8.4494, 0.0282, -0.0174, 0.0111
O, 2.7799, 2.6036, 7.8505, 0.0098, -0.0016, -0.0186
O, 9.5334, 1.3513, 24.2798, 0.0002, 0.0004, -0.0018
O, 4.0646, 6.8633, 24.1376, 0.0002, 0.0004, 0.0005
O, 0.0417, 0.0599, 7.9192, 0.0118, -0.0028, 0.0117
O, 5.5141, 5.5975, 7.9709, 0.0071, -0.0056, 0.0005
O, 6.8587, 9.5711, 24.2095, -0.0007, -0.0004, -0.0007
O, 1.3767, 4.06, 24.1766, 0.0003, 0.0003, -0.0008
O, 3.8078, 7.4282, 8.837, -0.0003, 0.0014, 0.0009
O, 1.3595, 4.3937, 8.8182, -0.006, 0.0068, 0.0038
O, 10.0673, 5.7409, 8.5822, 0.0079, -0.0039, 0.0044
O, 2.077, 9.4473, 8.5545, -0.0007, -0.0003, 0.0007
O, 7.469, 3.9773, 8.856, -0.0023, 0.0006, -0.002
O, 4.3323, 0.8784, 9.0942, 0.0006, 0.0031, -0.0013
O, 7.0472, 9.6675, 9.4449, 0.0028, 0.0147, 0.0479
O, 9.1984, 1.906, 8.7844, -0.0037, -0.0017, 0.004
O, 7.7163, 3.1436, 23.534, -0.0009, 0.0011, -0.0014
O, 10.5183, 5.8559, 23.4547, -0.0005, 0.0007, -0.0011
O, 5.1089, 0.4463, 23.4206, -0.0003, 0.0007, -0.0011
O, 5.8823, 5.098, 23.3709, 0.0003, 0, -0.0007
O, 3.1129, 2.2067, 23.2866, 0.0008, -0.0003, -0.001
O, 2.3129, 8.7133, 23.2467, -0.0002, 0.0003, -0.0011
O, 8.6375, 7.7633, 23.4061, 0.0005, -0.0002, -0.0008
O, 0.2484, 10.3377, 23.604, 0.001, -0.0008, -0.0014
Si, 4.4051, 1.5766, 22.4874, 0.0003, 0.0003, 0.0022
Si, 3.5712, 7.932, 14.1031, 0.0011, 0, -0.0001
Si, 7.1951, 0.9653, 14.7068, 0.0018, 0.0005, 0
Si, 0.9693, 9.3583, 22.5426, 0.0001, 0, 0.002
Si, 1.252, 4.3093, 11.9687, 0.0025, 0.0002, -0.0006
Si, 6.3512, 8.9736, 15.3696, 0.0005, 0.0014, 0.0005
Si, 0.7357, 1.3606, 12.3905, 0.0006, 0.0015, 0.0006
Si, 8.6616, 4.9455, 20.5461, 0.0002, 0.0009, 0.0022
Si, 0.5154, 5.6247, 9.4246, 0.0023, -0.0093, -0.0115
Si, 5.1681, 3.1179, 17.9744, 0.0008, -0.0001, 0.001
Si, 0.9514, 3.7401, 16.8076, 0.0004, 0.0005, 0.001
Si, 10.4602, 2.857, 19.2795, 0.0006, 0.0002, 0.0015
Si, 5.3212, 1.1763, 10.3887, 0.0058, -0.0075, 0.001
Si, 0.9426, 0.1856, 19.888, 0.0013, -0.0004, 0.0017
Si, 6.7512, 9.4895, 11.0399, 0.0115, 0.016, -0.0292
Si, 9.3923, 9.6731, 18.4025, 0.0009, 0.0007, 0.0008
Si, 9.504, 9.2368, 12.6958, -0.0053, 0.0036, -0.002
Si, 6.5862, 3.8467, 22.6029, 0.0005, -0.0003, 0.0019
Si, 2.4357, 8.1306, 9.411, 0.0024, -0.004, -0.002
Si, 10.6609, 7.3618, 17.1706, 0.0007, 0.0006, 0.0006
Si, 2.5725, 6.3014, 16.6491, 0.0007, 0.0008, 0.0007
Si, 10.2449, 4.4809, 14.2516, 0.0009, -0.0014, 0.0008
Si, 6.1999, 9.1839, 18.5674, 0.0004, 0.0006, 0.0008
Si, 7.9763, 2.6136, 9.601, 0.0003, -0.006, -0.0015
Si, 8.9383, 2.1601, 12.4716, -0.0007, 0.0002, -0.0015
Si, 5.4111, 6.241, 18.113, 0.0011, 0.0005, 0.0006
Si, 3.97, 0.5541, 19.492, 0.0003, 0.0004, 0.0021
Si, 4.3384, 3.8461, 12.0896, 0, -0.001, -0.002
Si, 5.6256, 6.5997, 12.2126, -0.0001, 0.0023, -0.0024
Si, 8.0811, 2.5057, 17.2537, 0.0006, -0.0001, 0.0005
Si, 4.4305, 2.4767, 15.0065, 0.0012, 0.0003, 0.0002
Si, 1.6126, 1.2034, 15.3456, 0.0007, 0.0005, 0
Si, 1.6649, 9.4264, 12.1031, 0.0014, 0.0005, -0.0007
Si, 8.1448, 6.8435, 13.9338, 0, 0.0013, -0.0011
Si, 10.4805, 9.8353, 15.5944, -0.0002, 0.0005, -0.0002
Si, 9.8277, 7.0265, 22.5658, 0.0003, 0.0001, 0.0017
Si, 8.1704, 5.4798, 17.4445, 0.0008, 0.0002, 0.0012
O, 6.1141, 7.9781, 11.3833, -0.0021, -0.0031, 0.0067
O, 6.1086, 9.212, 16.9487, 0.0004, 0.0003, 0
O, 7.7376, 1.3985, 13.2372, 0.0011, 0.0006, 0.001
O, 0.9005, 1.706, 13.9756, 0.001, 0, 0.0004
O, 9.5123, 6.2395, 16.956, 0.0004, 0.0002, 0
O, 6.8683, 6.1965, 13.1769, 0.003, 0.0008, 0.0007
O, 5.2081, 4.6527, 18.6473, 0.0008, 0.0007, -0.0002
O, 9.2938, 2.1709, 18.3161, 0.0004, 0.0004, -0.0003
O, 2.4129, 0.0995, 19.1007, 0.0006, 0.0002, -0.0005
O, 9.4776, 10.2283, 16.8458, 0.0008, 0.0003, 0
O, 2.8555, 4.4762, 11.7845, 0.0005, 0.0007, -0.0002
O, 5.1131, 10.3157, 19.1438, 0.001, -0.0001, -0.0003
O, 9.4993, 3.267, 13.4951, 0.0015, 0.0017, 0.0003
O, 0.5167, 1.7744, 20.005, 0.0005, 0.0006, -0.0003
O, 3.2166, 1.3667, 15.0925, 0.0004, 0.0004, -0.0001
O, 8.2034, 5.3526, 19.0551, -0.0001, 0.0005, -0.0014
O, 3.9593, 6.5939, 17.4546, 0.0005, 0.0001, -0.0003
O, 4.6337, 3.2891, 16.4227, 0.0005, 0.0005, -0.0003
O, 9.1272, 5.6485, 14.4118, 0.0007, 0.0014, -0.0006
O, 5.4585, 2.7706, 22.1505, 0.0002, 0.0003, -0.0003
O, 10.7274, 4.0863, 15.7413, 0.0006, 0.0005, 0
O, 0.4041, 3.8811, 18.3403, 0.0012, 0.0004, -0.0006
O, 10.4728, 10.5218, 19.2877, 0.0001, 0.0001, -0.0004
O, 9.7683, 10.0371, 14.131, 0.0017, 0.0005, -0.0001
O, 10.9228, 8.1365, 22.0991, 0.0004, 0.0002, -0.0005
O, 1.2983, 2.1613, 16.6203, 0.0009, 0.0005, -0.0002
O, 9.7799, 3.7526, 20.4683, 0.0011, -0.0001, -0.0006
O, 8.1838, 4.0331, 16.7091, 0.0005, 0.0008, -0.0002
O, 0.0528, 9.1117, 11.9862, 0.0006, 0.0002, 0.0001
O, 6.6489, 2.4055, 18.034, 0.0005, 0.0002, 0
O, 5.6441, 10.7362, 11.2769, -0.0068, 0.0035, 0.0039
O, 7.8042, 9.5943, 18.9182, 0.0006, 0.0003, -0.0001
O, 10.0914, 1.0381, 12.0969, 0.0018, 0.0002, 0.0004
O, 1.2437, 7.0553, 9.2264, 0.0013, 0.0005, 0.0003
O, 0.7017, 4.7841, 13.4359, 0.0003, 0.0009, 0.0015
O, 5.7751, 7.6194, 19.0295, 0.0005, 0.0002, -0.0003
O, 5.3113, 5.0922, 11.5729, 0.0016, 0.001, 0.0009
O, 2.7768, 7.0117, 15.1963, 0.001, 0.0004, -0.0003
O, 1.0202, 2.7363, 11.583, 0.001, -0.0003, 0.0009
O, 0.9659, 10.6705, 15.6806, 0.0009, 0.0005, 0
O, 2.5188, 8.6437, 10.9483, -0.001, 0.0009, 0.0014
O, 4.7182, 2.4382, 11.2891, -0.001, 0.0031, 0.0009
O, 4.3366, 3.4991, 13.7155, 0.0006, 0, 0.0013
O, 2.2495, 4.6973, 16.5318, 0.0007, 0, -0.0005
O, 10.7856, 8.2448, 15.7951, 0.0008, 0.0002, -0.0001
O, 7.0182, 10.2955, 14.715, 0.0001, -0.0002, 0.0005
O, 2.4354, 8.9503, 13.4774, 0.0006, 0.0002, 0
O, 8.1197, 1.5241, 15.9446, 0.0008, 0.0006, 0.0003
O, 4.2163, 6.9736, 12.9518, 0.0007, 0.0011, 0.0012
O, 4.2401, 2.0053, 18.7517, 0.0009, 0.0009, -0.0005
O, 7.3212, 4.4124, 21.2836, 0.0012, 0.0005, -0.0012
O, 8.4606, 2.9361, 11.1212, 0.0013, 0.0007, 0.0018
O, 1.2531, 6.8674, 17.4566, 0.0008, 0.0002, -0.0002
O, 5.7223, 1.5608, 14.8295, 0.0007, 0.0015, -0.0003
O, 8.1874, 9.7739, 11.8361, 0.0071, -0.0037, 0.0086
O, 9.2243, 6.2954, 21.2529, -0.0002, -0.0005, -0.0014
O, 9.1081, 7.6904, 12.9581, 0.0007, -0.0014, 0.0014
O, 1.732, 0.1334, 11.9702, 0.0007, 0.0002, -0.0004
O, 6.7107, 6.1573, 17.0988, 0.0007, 0.0004, -0.0002
O, 7.4737, 7.8049, 15.0871, 0.0008, -0.0003, -0.0006
O, 1.2796, 10.3033, 21.2612, 0.0005, 0.0009, -0.0015
O, 10.0817, 8.1922, 18.4419, 0.0006, 0.0001, -0.0002
O, 3.9769, 0.8487, 21.1031, 0.0002, -0.0005, -0.0019
O, 0.3652, 5.2789, 10.994, -0.0013, 0.0019, 0.0013
O, 6.7206, 1.6015, 9.6773, 0.0021, 0.0037, 0.0004
O, 4.8585, 8.7178, 14.7437, 0.0009, 0.0002, -0.0003

Results
free energy: -144174.214 eV
free energy less fixed offsets of As -4856.12, O -568.88, Si -635.61 eV per atom: 2.136 eV

The program warned: the cutoff lies below the one the program advises for these potential files; the exchange-correlation potential is rough where the density is thin.
